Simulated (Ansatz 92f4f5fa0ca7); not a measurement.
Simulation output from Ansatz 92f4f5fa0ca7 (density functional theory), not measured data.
Periodic cell of 234 atoms, Si134O100, from a study of silicon, its oxide and their interface. The atomic structure is a simulated model.

Settings
functional: r2SCAN
potential files: Ansatz norm-conserving
basis: plane waves
wave-function cutoff: 1300 eV
density cutoff ratio: 4
exchange-correlation grid ratio: 1
k mesh: 2 x 2 x 1, shifted by 0.5 0.5 0.5 of a step
self-consistency stop: 5e-08 eV per atom in the density residual
occupations: Fermi-Dirac, 0.05 eV
spin: none
net charge: 0

Cell vectors (angstrom)
a	11.5403	0	0
b	0	15.3871	0
c	-4.1126	-5.1815	23.1763

Atoms and the computed forces on them: element, x, y, z (angstrom), force x, y, z (eV/angstrom)
Si	1.931	0.7688	-0.1367	0.0595	0.636	-0.7074
Si	1.7907	5.4657	-0.4827	-0.1216	0.0193	-0.0896
Si	1.9843	9.2037	-0.4291	0.118	0.64	-0.2157
Si	1.858	12.2235	0.1776	0.0054	0.0387	-0.5287
Si	5.6826	0.7863	0.0824	0.1566	0.1369	-0.4061
Si	5.9973	6.1126	-0.6536	0.3498	0.541	-0.4316
Si	5.7756	9.08	0.189	0.0233	0.1271	-0.6774
Si	5.8183	12.0457	-0.2413	0.182	-0.6263	-0.4134
Si	9.6033	0.2347	-0.0725	0.0784	-0.6576	-0.6931
Si	9.3613	4.985	-0.3963	0.1278	-0.1935	-0.413
Si	9.6235	9.6718	-0.1943	-0.0956	0.3055	-0.9693
Si	9.6155	12.5945	0.3094	0.1241	-0.051	-0.9059
Si	3.7712	1.0892	1.3084	0.0711	-0.4739	0.0266
Si	3.9018	5.3329	0.6872	-0.0859	-0.0029	-0.139
Si	3.7376	8.931	1.2595	-0.013	0.0556	-0.41
Si	3.9242	12.5569	1.2494	-0.0739	-0.0117	-0.4218
Si	7.7062	0.9045	1.2113	0.0083	-0.0188	0.0613
Si	7.569	5.3371	1.0257	-0.0247	-0.172	-0.0553
Si	7.8093	9.0807	1.3017	-0.0069	-0.0544	-0.2571
Si	7.5804	12.4969	1.381	-0.1854	0.13	-0.4057
Si	11.5071	0.7855	1.1889	-0.0333	-0.0207	0.0573
Si	11.4327	5.0133	0.8888	-0.1137	0.0132	0.0307
Si	11.5586	8.9741	1.0429	0.01	-0.0167	-0.3358
Si	11.5464	12.4634	1.5737	0.0863	0.0351	-0.2838
Si	3.785	3.2622	2.1646	-0.2055	0.3233	-0.2116
Si	3.8258	6.9797	2.448	0.2228	-0.0077	0.0298
Si	3.8136	10.7367	2.7736	-0.0694	0.0866	0.0067
Si	3.864	14.4776	2.6041	0.068	-0.1084	-0.02
Si	7.5822	3.1465	2.201	0.0206	0.0792	-0.1513
Si	7.7494	7.1164	2.5458	-0.0003	-0.0337	0.0981
Si	7.6822	10.7393	2.8928	0.0492	0.0179	0.2922
Si	7.6284	14.4318	2.6544	-0.0529	0.1012	0.1668
Si	11.4521	3.0138	2.2283	0.0427	-0.0655	-0.3281
Si	11.4742	6.9878	2.3497	0.0279	-0.1054	-0.1413
Si	11.5441	10.5766	2.8534	0.0176	-0.133	0.0858
Si	11.554	14.4216	2.7407	0.0747	0.0428	0.1246
Si	1.867	3.1396	3.5515	-0.0248	0.0865	0.0115
Si	1.8679	7.0011	3.7697	-0.0006	-0.0847	0.0194
Si	1.9317	10.7007	4.2088	-0.0126	0.0618	0.0084
Si	1.9628	14.4405	3.9932	-0.1045	0.0799	-0.147
Si	5.6603	3.1456	3.5793	0.0582	-0.0041	-0.0969
Si	5.7624	7.0789	3.8472	-0.0252	-0.0837	-0.1042
Si	5.7313	10.69	4.2042	-0.115	0.0776	-0.0007
Si	5.7276	14.4608	3.9984	0.1397	0.0146	-0.0635
Si	9.5168	3.1229	3.5649	-0.0217	0.0814	-0.1012
Si	9.6634	7.0515	3.8992	0.0172	-0.059	-0.0612
Si	9.6283	10.6951	4.2423	-0.0633	-0.0866	0.0281
Si	9.574	14.4076	3.9911	0.0283	-0.0375	-0.111
Si	1.868	1.1802	4.9075	0.1671	-0.0725	0.0793
Si	1.8555	5.0226	4.9737	-0.118	0.0555	0.0419
Si	1.9689	8.727	5.4987	0.0079	0.0577	-0.0227
Si	1.908	12.655	5.5526	0.0543	-0.1208	-0.0707
Si	5.6346	1.193	4.9147	-0.0308	-0.0776	0.1397
Si	5.699	5.0499	4.9799	0.0945	0.0782	0.088
Si	5.7868	8.7619	5.5589	0.0288	0.0523	0.0516
Si	5.7715	12.6447	5.5486	-0.0495	-0.029	-0.0542
Si	9.4861	1.1668	4.8602	-0.0737	-0.0431	0.1297
Si	9.5912	5.0192	5.0055	0.0328	0.0365	-0.0174
Si	9.6735	8.773	5.6072	-0.0411	0.097	0.0444
Si	9.6275	12.6264	5.5965	0.0466	-0.0742	-0.0435
Si	3.745	1.1108	6.2805	0.0114	-0.1026	-0.1501
Si	3.7646	5.0458	6.3366	-0.0416	0.1789	-0.2435
Si	3.8687	8.6987	6.9583	0.0232	-0.0218	0.1269
Si	3.8414	12.69	6.9078	0.0225	0.0628	0.1024
Si	7.5705	1.1621	6.1816	-0.0333	-0.0526	-0.3183
Si	7.6325	5.0456	6.2927	-0.0453	0.1624	-0.3653
Si	7.7283	8.7885	7.0079	0.016	-0.0427	0.0645
Si	7.6947	12.6557	6.9795	-0.0274	-0.0731	0.1344
Si	11.4194	1.1906	6.1341	-0.1156	-0.1188	-0.4162
Si	11.5141	5.0567	6.3511	0.0625	0.1456	-0.2623
Si	11.6524	8.7634	7.0108	-0.0205	0.0034	0.0992
Si	11.5621	12.6559	6.9844	0.0399	-0.0213	0.1198
Si	3.7729	3.0529	7.4525	0.1032	0.0119	0.2036
Si	3.7554	6.5932	8.1485	0.0004	-0.0114	0.1447
Si	4.0178	10.7358	8.2783	0.0869	-0.1236	-0.2224
Si	3.7116	14.831	7.9758	-0.002	0.0543	0.2299
Si	7.64	3.0694	7.4175	0.0321	-0.0693	0.2035
Si	7.6348	6.6238	8.0226	-0.0476	-0.0218	0.1705
Si	7.8595	10.7335	8.5664	-0.0477	0.0199	-0.0907
Si	7.5161	14.8938	7.8124	0.0067	0.0463	0.1538
Si	11.4824	3.0629	7.4329	0.0989	-0.0642	0.1945
Si	11.5415	6.6289	8.1222	-0.0688	-0.0021	0.1696
Si	11.8162	10.7087	8.5513	0.0469	0.1237	0.1011
Si	11.341	14.9052	7.7309	0.0246	0.1753	0.1906
Si	1.8551	2.9876	8.7115	-0.0228	-0.1044	1.209
Si	1.8286	5.9397	9.5215	0.0989	-0.4429	0.9666
Si	2.4425	10.943	9.9702	0.3029	0.0171	0.2228
Si	1.6435	15.4629	9.0171	-0.1708	0.4118	0.4494
Si	5.7226	3.0034	8.6731	-0.0659	-0.0094	1.2689
Si	5.7312	5.9452	9.2905	0.0286	-0.3972	0.9622
Si	5.8241	10.8393	9.8235	0.0849	-0.0263	0.5796
Si	5.6559	15.4358	9.2109	-0.1211	0.4834	0.8117
Si	9.5622	3.0789	8.6821	-0.062	0.0106	1.4179
Si	9.5473	6.0188	9.2585	0.0005	-0.5122	0.7184
Si	9.9114	10.6787	9.9563	0.1101	-0.0234	0.4355
Si	9.4154	15.5247	9.0133	-0.0481	0.1948	0.8614
Si	4.2701	9.4751	12.0232	0.0243	-0.0659	0.3345
Si	1.8863	-1.7312	11.2653	-0.0602	0.17	0.3463
Si	-0.5838	1.213	15.2996	0.0831	0.0261	-0.0685
Si	-1.3046	6.6181	14.1815	-0.1073	-0.0884	0.2715
Si	7.7212	-7.062	18.2585	-0.2921	0.0614	-0.3752
Si	5.9757	-1.8737	11.6628	0.002	0.0244	0.2797
Si	3.7377	-0.6669	17.4163	0.0573	-0.2143	-0.3268
Si	9.2329	-1.8912	17.0635	-0.1	0.1415	-0.1187
Si	1.2569	6.3359	15.3125	0.0629	0.2404	0.298
Si	9.5109	7.9951	11.7077	0.0044	-0.1094	0.1912
Si	5.2016	-6.1414	14.8158	0.1442	0.0278	0.2446
Si	-2.4076	1.1553	17.6518	-0.1229	-0.1449	-0.1569
Si	8.7075	-0.7204	11.9314	-0.0346	0.1994	0.2095
Si	-0.7718	-3.1724	15.1581	-0.0202	-0.1772	0.1547
Si	7.4042	7.5103	13.6983	-0.0254	0.0116	0.4719
Si	0.3101	4.0794	14.1597	-0.1039	-0.2047	-0.1112
Si	1.5247	-1.1461	15.4993	0.0526	-0.0019	0.2076
Si	6.2593	5.5115	17.587	0.0949	0.2055	-0.2235
Si	2.2057	5.6247	12.5533	0.2335	-0.1985	0.3856
Si	8.1356	1.185	14.0667	0.0093	-0.0232	-0.0045
Si	5.0025	9.604	17.7245	0.0281	0.0802	0.1332
Si	9.2873	-4.7192	17.2	0.0313	-0.2775	-0.1939
Si	10.7706	-2.7372	12.3075	-0.2693	-0.092	0.5323
Si	3.8436	7.2518	16.5541	-0.0669	-0.0459	0.1403
Si	4.0094	0.9347	20.1989	0.0006	-0.1218	-0.4527
Si	4.9853	6.5202	12.2479	-0.037	-0.2571	0.4271
Si	9.5035	-6.5733	20.8874	-0.3003	-0.1614	-0.6176
Si	8.6282	2.3521	20.4835	0.0293	-0.0094	-0.2745
Si	7.1009	2.9813	15.9417	-0.0075	0.1996	-0.0691
Si	1.6413	-3.7409	20.4297	-0.0131	0.458	-0.6054
Si	5.6948	3.4287	19.974	-0.1438	0.0762	-0.2543
Si	8.7964	-2.0712	21.3451	0.1597	-0.3124	-0.4146
Si	-1.1032	-3.2056	19.1862	0.2927	-0.1567	-0.4439
Si	5.4035	0.8388	15.1703	-0.2265	-0.022	0.0972
Si	1.0168	8.9012	21.1239	0.0952	-0.0247	-0.3294
Si	5.738	-2.6167	21.3201	-0.3714	0.0391	-0.4037
Si	3.78	-0.8239	13.3686	0.0199	0.21	0.4942
Si	4.1314	12.3282	18.8409	-0.1307	-0.1881	-0.4634
O	1.9894	0.1275	-1.6917	0.0534	0.0881	0.7425
O	1.955	2.3789	-0.5157	-0.298	0.021	-0.4057
O	2.1086	4.5341	-1.8164	-0.2941	0.0853	0.4646
O	1.0846	6.7286	-1.2695	0.1816	-0.2107	0.0244
O	2.033	8.8114	-2.0816	-0.1844	-0.2165	0.7124
O	2.1104	10.8204	-0.6191	-0.2289	-0.026	0.4353
O	5.8277	4.7053	18.9442	0.015	-0.34	0.1707
O	5.1446	-0.6485	-0.5528	0.0594	0.3358	-0.2254
O	-0.4683	8.4942	20.5979	0.1574	0.1682	0.4148
O	2.6597	12.4594	19.4949	-0.008	-0.2173	0.2991
O	7.1982	-1.9618	21.4477	0.1799	-0.1016	0.0963
O	10.5889	-2.1232	17.9704	-0.2823	-0.2454	0.1829
O	5.7907	7.7586	-0.803	0.0318	-0.5995	0.5338
O	5.7934	10.4546	-0.7358	-0.0536	0.2711	0.7866
O	5.9765	12.7282	-1.7669	-0.2685	0.1835	0.5642
O	9.7343	0.9892	-1.5279	0.0284	0.236	0.2404
O	5.2501	12.9698	19.8003	0.132	-0.055	0.4992
O	8.978	3.3946	-0.7607	0.3676	0.2165	-0.1094
O	9.3014	5.7349	-1.8914	-0.0479	-0.1898	0.4537
O	9.4593	8.9838	-1.6722	0.1221	0.0672	0.4928
O	5.5897	2.3825	15.6887	0.324	-0.2228	-0.0529
O	9.6752	11.2766	-0.7041	-0.0827	-0.4472	0.9645
O	9.6016	14.0153	-0.5641	-0.0419	0.4233	0.9047
O	1.8146	1.613	9.6508	0.008	-0.2782	-1.0153
O	2.6985	12.5245	10.4225	-0.3616	-0.2705	0.0977
O	1.8536	4.286	9.7268	-0.015	0.4634	-0.63
O	1.776	6.3499	11.149	0.0182	-0.0562	-0.8061
O	4.2591	7.9492	15.1439	0.1596	0.17	0.1069
O	4.1309	7.8962	12.3034	0.0826	0.1026	-0.1668
O	3.9456	8.3719	17.7223	0.2271	0.021	-0.2842
O	2.8995	10.0504	11.3293	-0.2448	0.414	-0.566
O	5.7003	1.6619	9.6433	0.0096	-0.4237	-0.9849
O	8.3646	-3.3152	17.2507	0.4541	0.0189	0.0035
O	3.8448	5.3677	12.515	-0.1622	0.366	-0.2406
O	5.7279	6.5321	10.818	-0.0729	-0.0393	-0.463
O	5.4971	9.6702	10.96	0.0207	0.429	-0.3623
O	-1.0091	5.0279	13.8526	0.2761	0.2546	0.0924
O	5.673	14.7899	10.7178	0.0363	-0.1762	-0.2403
O	5.7811	-3.1795	10.7329	0.0566	-0.1916	-0.1572
O	9.0713	-0.7058	10.3656	0.0639	0.1056	-0.05
O	10.0415	-1.3225	12.633	-0.0443	-0.1002	-0.2642
O	12.3662	-2.504	12.2027	0.1419	0.0695	-0.2593
O	9.5638	4.3969	9.7019	0.0287	0.4496	-1.0712
O	9.9364	9.3243	10.901	-0.0645	0.3043	-0.311
O	8.0301	8.1813	12.3558	0.216	-0.1421	-0.0565
O	10.0997	-3.4388	11.0073	0.0367	-0.3581	-0.2772
O	7.305	6.7783	17.8524	-0.149	0.0369	0.0542
O	4.8757	6.0472	16.9093	0.0579	0.1336	0.0033
O	6.3417	9.1356	18.5005	0.0469	-0.0591	-0.229
O	6.724	-6.6666	14.5494	-0.1936	-0.1916	-0.2145
O	0.5532	0.0838	15.0547	-0.0534	-0.0956	0.0918
O	8.2633	0.7611	12.4968	0.0801	-0.4327	-0.0078
O	4.7949	0.0131	16.407	-0.0901	0.0838	-0.0388
O	4.6162	-5.3091	13.5311	-0.0204	-0.2737	-0.4693
O	-0.9664	1.4077	16.89	-0.2642	-0.0774	-0.0602
O	8.5214	-6.1574	17.1177	-0.0255	0.1517	0.3133
O	2.8637	-0.6943	12.0425	-0.1415	-0.355	-0.2007
O	6.8982	0.329	14.7356	0.0495	0.3046	-0.1317
O	7.5028	-1.7821	12.2006	-0.1065	0.1188	-0.2434
O	9.5554	1.6987	9.6081	-0.0615	-0.401	-0.958
O	8.6413	-0.428	17.4719	0.2607	0.1402	0.0037
O	-0.9274	-3.6684	13.6285	0.1019	0.4186	-0.2878
O	-0.2408	7.0326	15.3746	0.1282	-0.3298	-0.3512
O	7.1529	2.7246	19.9493	0.1235	-0.036	0.1712
O	-2.9041	6.8043	14.5346	0.1145	0.1433	-0.381
O	6.2011	6.4571	13.3517	-0.0833	0.1961	-0.3409
O	9.4854	6.73	10.717	0.0156	0.2164	-0.2043
O	0.1717	-3.1463	20.1333	0.0009	-0.251	0.1256
O	1.3594	4.2361	12.8905	0.0288	0.4227	0.1053
O	-3.5891	2.0921	17.0212	0.1606	-0.0946	0.0234
O	7.8582	2.7651	14.4767	-0.078	-0.3777	0.2562
O	2.7932	-1.4105	14.5161	0.0963	0.1619	-0.2718
O	4.9897	-1.8472	12.9742	0.0743	0.122	-0.4582
O	-1.1851	-4.5262	15.9832	-0.135	0.4089	0.0705
O	10.5368	7.6122	12.9175	-0.3087	-0.0927	-0.1831
O	0.7053	-2.5621	15.523	-0.1734	0.1391	-0.1555
O	5.7669	4.3168	9.6716	-0.0833	0.5236	-0.858
O	2.1876	-0.6542	16.91	0.1679	-0.0569	-0.1466
O	5.268	-5.2589	16.1914	-0.1076	-0.4247	-0.0579
O	2.2884	6.8057	16.4626	0.0445	-0.0449	-0.3048
O	1.8657	6.6185	13.818	-0.0746	-0.2898	-0.1163
O	1.0397	-0.8056	10.2665	0.3915	-0.1124	-0.044
O	6.9848	4.4961	16.5166	-0.106	-0.1643	0.1272
O	-2.2112	1.5646	19.2266	-0.2106	0.1964	0.2402
O	8.8483	-7.3819	22.1102	0.3102	-0.1653	0.3681
O	9.0931	-2.7925	19.9528	-0.0908	0.1308	0.3914
O	8.6267	-7.0061	19.5871	0.3179	0.2558	0.5004
O	-1.9854	0.7364	14.6711	-0.1106	0.106	-0.0257
O	-0.094	2.5598	14.5197	-0.0265	0.049	0.1132
O	9.7112	-1.9599	15.5089	0.1098	-0.2839	0.2536
O	1.6828	10.0323	20.1458	-0.2166	-0.1176	0.4478
O	3.8589	-0.0033	18.877	0.0613	0.1768	0.4479
O	1.0483	4.7222	15.4734	-0.1454	0.2039	-0.3952
O	4.3938	0.609	13.8986	0.0521	-0.4405	-0.0285
O	10.1933	-4.7006	18.5688	-0.1158	0.4163	0.1687
O	6.0497	1.7871	-1.1944	-0.269	-0.4907	0.277
O	4.175	13.1515	17.4592	-0.0848	0.1854	0.4492
O	4.4859	2.3875	19.5729	0.1453	-0.0862	0.3579
O	4.3646	10.7723	18.5889	0.0569	0.2304	0.0891
O	2.5932	0.7082	21.0055	-0.3004	-0.0014	0.7534

Results
free energy: -62188.303 eV
free energy less fixed offsets of O -463.61, Si -117.95 eV per atom: -22.003 eV
pressure: -1.50 GPa
stress xx, yy, zz, yz, xz, xy (GPa, positive in tension): 1.12, 1.49, 1.88, 0.05, -0.02, 0.61
